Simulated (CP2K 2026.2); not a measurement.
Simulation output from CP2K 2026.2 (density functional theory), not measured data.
Periodic cell of 534 atoms, Si358O176, from a study of silicon, its oxide and their interface. The atomic structure is a simulated model.
Doubt: the forces sum to 1.25 eV/angstrom along one axis rather than to zero, so they err by at least 0.0023 eV/angstrom per atom on average; the grid cutoff is modest.
This geometry differs little from another in the collection (a relaxation step or a small displacement).

Settings: functional PBE; method Gaussian and plane waves; basis set DZVP-MOLOPT-SR-GTH; pseudopotentials GTH-PBE; grid cutoff 350 Ry, relative cutoff 50 Ry; k points Gamma only; occupations fixed; spin none; net charge 0.

Cell vectors (angstrom)
a 16.4025 0 0
b 0 16.4025 0
c 0 0 35.6923

Atoms and the computed forces on them: element, x, y, z (angstrom), force x, y, z (eV/angstrom)
Si 0.518 15.906 0.102 -0.115 -0.267 -0.108
Si 2.904 2.441 35.52 -0.066 0.063 0.376
Si 16.293 5.618 35.266 0.123 -0.031 0.52
Si 2.895 8.049 35.538 0.06 0.03 0.125
Si 16.172 10.859 35.506 -0.151 0.159 0.419
Si 2.681 13.687 0.442 0.036 0.006 -0.519
Si 5.222 0.197 35.581 -0.167 0.022 0.181
Si 8.595 2.959 0.052 -0.176 0.001 0.172
Si 5.124 5.75 35.527 0.087 0.081 0.216
Si 8.75 7.682 35.657 -0.078 -0.103 -0.018
Si 4.859 11.537 35.635 -0.124 0.111 -0.211
Si 8.45 14.089 35.643 -0.092 -0.307 0.365
Si 11.221 16.156 0.609 0.106 0.33 -0.112
Si 12.903 3.225 0.08 -0.33 -0.134 -0.105
Si 10.952 5.555 0.597 0.05 0.169 -0.208
Si 13.283 8.607 0.213 -0.07 -0.139 0.007
Si 10.954 10.697 0.028 -0.051 0.052 0.315
Si 13.297 13.878 0.462 -0.039 0.22 -0.089
Si 1.378 1.343 1.306 0.111 0.011 -0.135
Si 4.014 4.12 1.186 0.043 -0.07 -0.268
Si 1.306 6.831 1.165 -0.121 0.152 -0.176
Si 4.01 9.684 1.245 0.027 -0.059 -0.106
Si 1.261 12.119 1.401 -0.237 0.023 -0.314
Si 4.152 15.126 1.503 0.049 0.297 -0.236
Si 6.948 1.412 1.156 0.031 0.071 -0.256
Si 9.611 4.111 1.792 0.083 -0.102 -0.144
Si 6.844 6.796 1.196 0.021 0.006 -0.22
Si 9.473 9.496 1.381 0.066 -0.033 -0.284
Si 6.811 12.498 1.071 0.047 0.123 -0.178
Si 9.516 15.081 1.754 0.237 0.04 -0.318
Si 12.322 1.533 1.698 -0.098 -0.212 -0.182
Si 14.863 4.263 1.081 0.025 0.068 -0.253
Si 12.343 7.004 1.682 -0.098 0.191 -0.327
Si 14.834 9.807 1.49 0.098 -0.103 -0.252
Si 12.051 12.275 1.584 0.004 -0.089 -0.461
Si 15.117 14.994 1.467 0.042 0.029 -0.356
Si 16.288 2.8 2.531 0.087 -0.014 -0.201
Si 2.73 0.072 2.791 0.058 0.131 0.204
Si 16.333 8.261 2.628 0.072 -0.037 -0.252
Si 2.656 5.475 2.603 0.031 0.052 0.045
Si 16.379 13.57 2.809 -0.109 -0.131 0.145
Si 2.667 10.87 2.764 0.078 -0.093 0.176
Si 5.491 2.781 2.59 -0.044 0.017 -0.231
Si 8.101 0.132 2.827 -0.016 0.119 0.038
Si 5.48 8.282 2.572 0.036 -0.11 -0.117
Si 8.081 5.516 2.82 -0.203 0.052 0.116
Si 5.551 13.715 2.714 0.01 -0.002 0.158
Si 8.042 10.98 2.589 0.131 0.057 -0.15
Si 10.937 2.747 3.094 -0.063 -0.143 0.142
Si 13.783 0.056 2.844 0.02 0.055 0.033
Si 10.844 8.3 2.903 0.085 0.086 0.193
Si 13.723 5.512 2.795 -0.047 -0.112 0.083
Si 10.814 13.634 2.985 -0.08 -0.174 0.299
Si 13.522 11.032 2.947 -0.112 0.068 0.059
Si 1.294 4.109 3.984 0.03 0.092 0.013
Si 4.128 1.46 4.084 -0.077 -0.112 -0.099
Si 1.307 9.517 4.109 0.023 0.097 0.025
Si 4.075 6.869 3.966 -0.032 -0.011 -0.17
Si 1.366 15.024 4.108 0.056 0.009 -0.043
Si 4.089 12.322 4.038 0.058 -0.024 -0.026
Si 6.734 4.112 4.13 0.115 0.021 -0.062
Si 9.487 1.373 4.284 -0.005 0.118 0.031
Si 6.772 9.613 4.048 -0.12 -0.006 -0.002
Si 9.481 6.871 4.189 -0.013 0.038 -0.103
Si 6.8 15.095 4.17 -0.006 -0.11 -0.028
Si 9.404 12.218 4.171 0.066 0.17 -0.007
Si 12.349 4.193 4.248 0.043 -0.023 -0.037
Si 15.105 1.47 4.14 -0.135 -0.149 -0.006
Si 12.228 9.605 4.281 -0.096 0.011 -0.058
Si 15.074 6.897 4.119 -0.006 -0.122 0.02
Si 12.308 15.061 4.18 0.006 0.046 -0.164
Si 14.979 12.335 4.246 0.054 0.029 -0.037
Si 16.4 16.383 10.983 0 -0.002 0.006
Si 2.729 2.735 10.988 -0.006 -0.024 0.001
Si 0.006 5.481 10.976 -0.024 -0.027 0.007
Si 2.723 8.218 10.969 -0.003 -0.009 -0.005
Si 0.003 10.935 10.96 -0.02 -0.005 0.003
Si 2.717 13.645 10.969 0.032 -0.011 0
Si 5.437 16.391 10.953 0.036 0.035 -0.002
Si 8.181 2.735 10.938 0.03 -0.03 -0.009
Si 5.45 5.488 10.982 0.013 -0.006 -0.004
Si 8.174 8.223 10.988 0.017 0.008 0
Si 5.431 10.945 10.986 -0.003 -0.008 0.005
Si 8.163 13.67 10.973 0.011 -0.006 0.011
Si 10.912 0 10.961 -0.003 0.034 0.002
Si 13.67 2.738 10.957 -0.003 0.011 -0.003
Si 10.932 5.484 10.949 -0.017 -0.024 0.001
Si 13.686 8.218 10.957 0.014 -0.037 -0.002
Si 10.917 10.941 10.988 0.02 -0.013 0.02
Si 13.669 13.656 10.98 0.008 0.019 0.004
Si 1.377 1.34 12.344 -0.005 0.046 0.004
Si 4.099 4.107 12.352 0.002 0.004 0.011
Si 1.371 6.855 12.344 0.025 0.02 -0.006
Si 4.067 9.582 12.355 0.027 -0.023 -0.011
Si 1.372 12.271 12.356 -0.039 0.027 -0.001
Si 4.092 15.001 12.327 -0.034 0.005 -0.018
Si 6.821 1.348 12.297 -0.04 -0.021 -0.015
Si 9.568 4.096 12.291 0.008 0.024 -0.006
Si 6.808 6.86 12.358 0.031 -0.032 0.009
Si 9.55 9.584 12.362 -0.007 -0.013 0.002
Si 6.808 12.305 12.352 0.019 0.025 -0.003
Si 9.54 15.03 12.326 0.04 0.017 0.004
Si 12.306 1.351 12.308 -0.014 -0.001 -0.012
Si 15.04 4.101 12.32 -0.036 -0.021 -0.004
Si 12.315 6.853 12.308 0.023 0.028 -0.027
Si 15.057 9.567 12.339 -0.037 0.019 -0.008
Si 12.307 12.286 12.357 -0.048 -0.012 0.021
Si 15.047 14.996 12.361 -0.03 0 0.01
Si 0 2.721 13.678 -0.004 -0.026 -0.002
Si 2.733 16.344 13.703 0.051 -0.014 -0.005
Si 0.033 8.231 13.729 -0.037 -0.049 -0.016
Si 2.739 5.497 13.711 -0.007 -0.027 -0.011
Si 0.015 13.614 13.742 0.014 0.003 -0.008
Si 2.715 10.913 13.766 0.026 -0.022 0.014
Si 5.478 2.704 13.676 0.07 -0.039 -0.004
Si 8.148 16.373 13.688 0.014 0.076 0.007
Si 5.433 8.238 13.729 -0.096 0.073 -0.004
Si 8.215 5.466 13.656 -0.013 0.003 0.001
Si 5.436 13.649 13.732 0.033 0.016 -0.001
Si 8.173 10.952 13.732 0.025 -0.024 0.01
Si 10.939 2.726 13.65 0.035 -0.067 0.029
Si 13.649 16.369 13.687 -0.017 0.089 -0.013
Si 10.97 8.225 13.685 0.011 -0.048 0.011
Si 13.687 5.491 13.668 -0.049 -0.025 0.029
Si 10.909 13.661 13.688 -0.013 0.021 -0.011
Si 13.695 10.912 13.723 0.067 -0.039 -0.016
Si 1.361 4.108 15.027 -0.002 -0.023 -0.001
Si 4.136 1.296 15.031 -0.067 0.029 -0.044
Si 1.384 9.545 15.187 0.008 0.011 0.087
Si 4.074 6.878 15.113 0.08 0.031 0.054
Si 1.393 14.973 15.106 0.004 0.005 0.038
Si 4.094 12.273 15.121 -0.016 0.017 0.037
Si 6.864 4.08 15.009 -0.012 -0.018 -0.018
Si 9.549 1.351 14.986 -0.002 -0.02 -0.014
Si 6.78 9.616 15.107 0.049 -0.052 -0.011
Si 9.611 6.825 14.998 0.005 0.026 -0.04
Si 6.791 15.014 15.106 -0.026 -0.038 0.054
Si 9.544 12.328 15.091 0.066 0.039 0.059
Si 12.327 4.096 15.001 0.03 0.063 -0.022
Si 15.048 1.32 15.023 -0.047 -0.025 -0.027
Si 12.328 9.566 15.105 -0.077 -0.027 0.061
Si 15.06 6.851 15.044 0.043 0.074 0.037
Si 12.283 14.998 15.057 -0.021 -0.031 0.033
Si 15.094 12.209 15.126 -0.088 -0.022 0.03
Si 16.378 16.332 16.409 0.053 0.018 0.063
Si 2.74 2.681 16.288 0.021 -0.022 -0.009
Si 0.032 5.503 16.41 -0.102 -0.026 0.052
Si 2.728 8.181 16.623 -0.014 -0.017 0.014
Si 0.036 10.875 16.625 -0.021 0.013 0.12
Si 2.749 13.605 16.526 0.021 -0.044 0.067
Si 5.441 16.373 16.511 0.071 -0.053 0.136
Si 8.253 2.737 16.38 -0.046 -0.082 0.041
Si 5.514 5.471 16.334 0.029 -0.011 -0.026
Si 8.236 8.209 16.302 -0.03 0.012 0.085
Si 5.43 10.961 16.57 -0.1 0.037 0.023
Si 8.123 13.63 16.504 0.038 0.084 -0.023
Si 10.83 16.345 16.36 -0.046 0.125 0.072
Si 13.72 2.739 16.34 -0.028 -0.033 0.098
Si 10.957 5.443 16.37 0.008 0.002 0.018
Si 13.712 8.171 16.463 0.096 -0.082 0.009
Si 10.973 11.004 16.436 -0.061 -0.07 0.069
Si 13.683 13.6 16.383 0.033 -0.03 0.004
Si 1.372 1.356 17.667 -0.018 -0.05 -0.148
Si 4.101 4.072 17.58 -0.071 0.014 -0.221
Si 1.323 6.745 17.972 -0.06 0.066 0.03
Si 4.138 9.561 17.998 0.009 0.065 0.102
Si 1.457 12.26 18.022 0.051 -0.044 0.044
Si 4.065 14.975 17.945 -0.002 0 -0.052
Si 6.891 1.397 17.764 0.099 -0.018 -0.199
Si 9.636 4.08 17.767 0.075 -0.149 -0.004
Si 7.004 6.751 17.663 -0.004 -0.01 -0.128
Si 9.505 9.636 17.67 -0.05 0.086 -0.203
Si 6.743 12.361 17.995 0.004 0.02 0.07
Si 9.444 15.042 17.843 -0.064 0.175 0.04
Si 12.259 1.355 17.559 -0.052 0.012 -0.265
Si 15.106 4.107 17.746 0.053 0.062 -0.057
Si 12.35 6.735 17.749 0.185 -0.071 0.049
Si 15.032 9.451 17.979 0.008 -0.025 -0.008
Si 12.362 12.346 17.864 0.059 -0.096 -0.046
Si 15.068 14.867 17.772 0.106 -0.128 -0.106
Si 0.171 2.794 19.064 0.208 0.288 0.31
Si 2.603 0.009 19.126 -0.156 0.062 0.151
Si 16.269 7.972 19.482 0.001 -0.034 0.239
Si 2.795 5.249 19.099 0.097 -0.035 0.228
Si 0.052 13.652 19.368 0.002 -0.012 0.069
Si 2.772 10.862 19.568 -0.04 -0.127 -0.023
Si 5.499 2.842 18.933 0.008 0.001 0.221
Si 8.101 0.086 19.307 0.05 0.013 0.27
Si 5.672 8.05 19.038 0.001 -0.012 0.327
Si 8.353 5.451 19.16 -0.071 0.064 0.259
Si 5.437 13.79 19.54 -0.019 0.19 -0.028
Si 8.116 10.855 19.209 -0.016 -0.224 0.233
Si 11.017 2.655 19.056 0.035 -0.06 0.213
Si 13.608 16.349 18.779 -0.216 -0.018 0.076
Si 10.987 8.285 18.83 -0.002 -0.008 0.219
Si 13.634 5.251 19.187 -0.117 -0.008 0.177
Si 10.901 13.729 19.142 0.105 0.137 0.224
Si 13.742 10.955 19.308 -0.005 -0.066 0.256
Si 1.92 3.641 20.663 0.002 -0.053 -0.041
Si 4.042 1.507 20.152 0.056 -0.045 0.387
Si 1.147 9.475 20.829 -0.114 0.166 -0.203
Si 4.455 6.431 20.215 0.146 0.022 0.075
Si 0.85 15.596 20.598 0.026 0.031 0.239
Si 4.289 12.237 20.946 0.049 0.073 0.197
Si 6.627 4.344 20.374 0.013 0.126 0.309
Si 9.855 1.231 20.473 -0.086 -0.13 -0.029
Si 7.301 8.955 20.526 0.003 0.055 -0.104
Si 9.75 7.042 20.314 0.276 0.122 0.06
Si 6.284 15.795 20.804 0.237 0.056 0.055
Si 9.707 12.1 20.359 0.016 0.012 0.3
Si 12.715 3.427 20.515 -0.087 -0.026 0.183
Si 14.993 1.369 19.897 -0.031 -0.179 0.539
Si 11.943 9.819 20.339 0.116 0.141 0.067
Si 14.791 6.398 20.842 -0.08 0.13 -0.48
Si 12.094 15.439 20.315 -0.005 -0.089 0.302
Si 15.497 11.904 20.711 -0.403 0.224 -0.105
Si 0.821 1.127 25.845 0.071 -0.087 0.048
Si 8.078 3.935 27.338 0.1 -0.004 0.057
Si 16.351 4.282 22.782 -0.089 -0.063 0.296
Si 3.027 7.986 22.619 0.053 -0.117 0.024
Si 14.108 14.556 29.974 -0.053 0.044 -0.121
Si 2.267 11.481 31.189 0.076 0.12 -0.095
Si 2.653 3.644 26.583 -0.022 -0.075 0.027
Si 9.931 4.395 24.877 0.04 0.159 0.32
Si 2.579 8.511 27.558 0.052 0.113 0.063
Si 5.454 9.913 22.662 0.297 0.017 0.171
Si 5.101 15.648 25.498 -0.023 -0.111 0.027
Si 7.404 0.141 23.664 0.039 -0.083 0.305
Si 12.52 14.288 23.023 -0.227 0.01 0.253
Si 12.638 3.455 23.645 -0.018 -0.087 0.105
Si 12.144 7.521 22.238 -0.187 0.128 -0.032
Si 15.957 9.434 28.049 -0.119 0.025 0.04
Si 10.133 12.54 23.157 0.009 0.14 0.436
Si 15.121 12.996 23.683 0.13 -0.006 0.244
Si 4.15 1.3 27.591 0.049 -0.073 -0.105
Si 13.191 3.324 30.274 -0.129 -0.009 -0.091
Si 14.765 4.979 25.139 -0.176 0.04 0.24
Si 14.795 6.736 27.416 -0.101 -0.052 0.02
Si 14.549 11.233 25.986 -0.041 -0.082 0.062
Si 4.604 13.411 23.788 0.085 -0.056 0.275
Si 8.307 6.615 28.543 0.13 0.028 -0.046
Si 8.281 2.889 22.691 0.012 -0.109 0.065
Si 12.123 10.216 29.932 -0.059 0.008 -0.22
Si 6.603 11.533 24.943 0.218 0.199 0.214
Si 7.001 1.428 28.98 0.165 0.095 0.006
Si 3.85 11.053 28.558 0.076 0.042 0.017
Si 10.067 15.183 24.459 -0.018 -0.024 0.203
Si 15.071 1.64 23.839 -0.102 -0.089 0.217
Si 14.821 8.8 30.808 -0.277 0.002 -0.394
Si 0.825 14.349 30.687 0.008 0.007 -0.115
Si 9.567 10.289 25.036 -0.037 -0.011 0.155
Si 13.51 13.912 27.215 -0.036 -0.044 0.139
Si 14.549 3.133 27.783 -0.163 0.032 -0.086
Si 1.397 0.382 28.867 -0.071 -0.045 -0.069
Si 15.912 1.745 31.18 -0.104 -0.11 -0.181
Si 8.289 7.318 32.682 -0.057 0.155 -0.31
Si 0.333 15.582 23.605 -0.064 0.035 0.2
Si 10.545 1.744 31.189 -0.005 -0.013 -0.25
Si 4.2 6.834 29.403 0.194 0.018 0.015
Si 6.669 8.179 30.465 0.017 0.082 -0.173
Si 7.963 13.503 31.455 0.06 -0.018 -0.419
Si 3.51 6.444 25.333 0.194 -0.045 0.393
Si 10.782 7.539 25.049 -0.304 0.047 0.239
Si 11.037 15.418 27.254 0.042 0 -0.018
Si 11.941 9.729 26.726 -0.135 0.018 0.166
Si 0.55 4.88 28.623 -0.031 0.018 -0.04
Si 9.261 15.759 29.665 0.054 0.052 -0.078
Si 12.549 12.75 31.65 -0.108 0.074 -0.371
Si 1.243 3.654 33.193 0.06 -0.038 -0.223
Si 15.438 8.277 33.871 -0.191 0.042 -0.083
Si 2.132 5.911 31.186 0.136 -0.049 -0.21
Si 4.656 10.73 32.628 -0.036 0.085 -0.307
Si 14.687 12.883 33.632 -0.085 0.011 -0.226
Si 4.617 12.86 26.458 -0.067 -0.009 0.17
Si 7.072 4.602 33.656 0.008 0.015 -0.237
Si 13.273 6.303 29.959 -0.121 -0.032 -0.069
Si 10.424 7.802 30.302 0.08 0.115 -0.121
Si 6.037 6.043 26.93 0.056 0.177 -0.024
Si 6.944 15.674 33.325 -0.01 -0.139 -0.364
Si 10.044 12.5 33.536 -0.016 0.018 -0.237
Si 10.949 1.68 34.144 -0.044 -0.305 -0.216
Si 13.69 0.17 27.88 -0.113 -0.062 0.04
Si 6.542 11.061 30.272 0.101 0.041 -0.165
Si 2.422 8.839 32.494 0.202 0.085 -0.401
Si 7.577 2.085 31.832 0.188 0.085 -0.298
Si 16.15 15.683 32.934 0.07 0.028 -0.365
O 15.429 0.405 31.987 0.036 0.043 0.158
O 0.367 2.766 32.135 0.042 0.033 0.311
O 16.067 6.772 34.078 -0.08 -0.158 0.245
O 2.355 2.751 33.984 0.093 -0.052 0.177
O 2.006 4.881 32.432 0.066 -0.163 0.169
O 0.318 4.279 34.391 0.161 0.007 -0.093
O 4.051 6.942 35.095 -0.071 -0.127 0.108
O 3.998 9.267 32.283 0.081 -0.202 -0.183
O 15.854 11.935 34.269 0.292 -0.083 0.258
O 16.294 9.373 34.748 0.34 0.252 -0.255
O 3.728 12.731 35.215 0.342 -0.284 0.528
O 1.65 14.739 35.303 -0.229 0.1 0.568
O 5.513 15.987 34.045 -0.077 0.006 0.124
O 4.093 1.345 35.235 0.262 0.178 0.277
O 9.685 2.679 34.499 -0.196 0.047 0.088
O 7.636 4.158 35.122 0.004 0.041 0.124
O 5.603 5.217 34.019 0.082 -0.044 0.094
O 6.95 8.037 32.057 -0.183 -0.092 0.327
O 8.491 8.134 34.08 -0.157 0.012 0.392
O 9.646 7.494 28.87 0.003 0.159 -0.043
O 6.023 10.9 31.794 0.048 0.05 0.346
O 5.138 10.847 34.163 -0.026 0 0.438
O 9.734 13.404 34.859 0.011 0.235 0.203
O 7.877 15.214 34.585 -0.018 -0.112 0.099
O 14.504 7.226 30.493 0.383 0.117 0.107
O 10.515 0.335 34.942 -0.171 0.131 0.055
O 13.185 3.391 28.638 -0.113 0.192 -0.053
O 12.454 2.289 34.435 0.275 0.306 0.365
O 9.933 6.516 35.384 -0.312 -0.037 0.269
O 11.972 4.584 35.395 0.139 -0.189 0.445
O 13.924 8.112 34.46 0.142 0.021 0.006
O 12.089 9.58 35.324 0.179 -0.107 0.352
O 8.756 12.567 32.537 -0.047 -0.235 -0.05
O 10.327 11.04 34.205 0.215 -0.293 0.078
O 13.559 13.038 34.772 0.037 -0.111 0.04
O 12.367 15.155 35.651 0.103 -0.214 0.544
O 1.464 4.198 22.178 -0.017 -0.141 -0.023
O 15.782 2.742 22.844 0.277 -0.039 -0.439
O 5.083 0.544 21.041 0.163 -0.417 -0.193
O 3.084 2.509 21.11 -0.269 -0.052 -0.496
O 1.576 8.674 22.249 -0.039 0.085 -0.196
O 0.094 10.695 21.273 -0.098 -0.106 -0.5
O 3.502 7.21 21.288 -0.113 -0.026 0.136
O 3.098 6.896 23.827 -0.262 0.113 -0.334
O 3.976 2.879 27.176 0.126 0.193 -0.049
O 1.214 15.441 22.225 -0.064 0.122 -0.552
O 3.902 13.087 22.357 0.054 -0.209 -0.366
O 3.791 12.688 25.037 -0.097 0.033 -0.126
O 5.52 5.422 21.028 0.023 0.07 -0.571
O 7.215 3.605 21.708 -0.104 -0.157 -0.271
O 11.007 0.126 20.981 -0.036 -0.123 -0.481
O 9.416 2.1 21.815 0.003 0.058 -0.031
O 5.361 11.119 21.555 0.166 -0.01 -0.04
O 6.589 8.954 22.02 -0.211 0.283 0.248
O 10.926 6.69 21.475 -0.156 -0.412 0.065
O 8.64 8.073 20.979 -0.329 0.063 -0.315
O 8.954 4.077 23.602 -0.018 0.165 -0.083
O 6.834 15.71 22.37 -0.105 -0.07 -0.098
O 11.645 12.945 22.701 0.046 -0.092 -0.02
O 9.157 12.659 21.847 -0.298 -0.285 -0.356
O 13.612 4.708 24.036 -0.11 0.083 0.041
O 12.195 3.679 22.088 0.14 0.088 -0.183
O 13.854 2.232 20.798 0.118 -0.121 -0.354
O 15.989 0.268 20.671 -0.039 -0.151 0.003
O 10.165 11.014 23.708 0.104 0.137 -0.253
O 10.812 10.938 20.765 0.119 0.031 -0.164
O 15.59 5.229 21.69 -0.059 -0.043 -0.141
O 13.639 6.959 21.891 0.206 -0.095 -0.078
O 13.759 13.861 23.97 -0.145 -0.195 0.037
O 13.005 14.918 21.604 -0.136 0.222 -0.257
O 15.027 12.643 22.099 0.108 -0.015 0.096
O 15.254 11.576 24.531 0.041 0.003 -0.148
O 1.226 16.331 24.782 -0.188 -0.172 -0.232
O 16.336 14.047 24.042 -0.075 -0.178 0.159
O 5.104 8.041 30.036 0.172 -0.08 0.306
O 1.805 2.447 25.842 -0.156 0.137 -0.349
O 16.194 4.891 24.319 0.26 -0.196 -0.146
O 14.566 3.9 26.357 0.095 0.111 -0.141
O 1.068 9.069 27.627 0.074 -0.031 -0.087
O 2.77 7.567 26.258 -0.173 0.069 -0.152
O 15.617 14.228 30.459 0.067 -0.021 0.263
O 13.795 13.514 28.764 -0.05 -0.1 -0.063
O 1.383 12.826 30.901 -0.208 -0.166 0.267
O 5.169 14.403 26.582 0.028 0.072 0.116
O 6.575 16.214 25.052 0.133 0.262 -0.327
O 4.179 0.4 26.204 -0.028 0.169 -0.188
O 10.153 6.014 25.192 0.162 -0.049 0.134
O 3.035 4.888 25.591 0.001 0.02 -0.283
O 5.145 6.494 25.632 -0.247 0.015 0.066
O 7.37 6.847 29.843 -0.217 -0.147 0.339
O 5.918 10.294 24.169 -0.37 -0.366 -0.452
O 9.559 7.439 31.637 0.074 -0.216 0.225
O 3.651 9.754 27.577 0.246 -0.233 0.011
O 4.008 9.243 22.895 -0.005 -0.11 0.357
O 11.558 15.354 23.815 0.072 0.209 -0.315
O 5.584 1.062 28.302 -0.157 -0.216 -0.133
O 4.477 15.02 24.105 -0.136 0.108 -0.202
O 8.963 16.097 23.732 0.077 0.03 -0.412
O 11.332 3.588 24.621 0.22 -0.139 -0.223
O 13.473 2.05 23.936 0.215 -0.049 0.096
O 12.198 9.089 21.794 0.251 -0.149 -0.177
O 11.855 7.472 23.832 0.358 -0.118 -0.256
O 14.558 6.438 25.828 -0.102 -0.147 -0.106
O 13.574 6.146 28.342 0.074 0.041 0.038
O 10.586 10.568 26.3 0.07 0.183 -0.079
O 6.193 12.862 23.989 -0.025 0.164 -0.25
O 9.64 13.598 24.323 0.221 -0.344 -0.092
O 15.568 10.765 27.182 -0.106 0.036 -0.098
O 2.948 0.887 28.64 0.071 -0.135 0.113
O 15.371 0.1 23.356 -0.017 -0.095 -0.119
O 15.795 1.71 25.311 -0.019 0.094 -0.343
O 15.847 3.662 28.646 0.089 0.093 0.03
O 1.849 4.312 27.837 0.178 -0.012 0.143
O 14.859 8.339 27.562 -0.089 0.098 0.167
O 1.576 10.169 31.936 -0.174 -0.106 -0.067
O 5.014 6.057 28.221 0.117 -0.028 -0.132
O 1.068 15.16 32.095 0.025 0.042 0.135
O 13.95 16.099 29.439 -0.163 -0.001 0.047
O 1.442 15.228 29.435 0.228 -0.261 0.006
O 3.659 12.432 27.694 0.073 0.129 -0.219
O 7.821 2.509 28.068 0.074 -0.075 -0.061
O 8.674 5.028 28.417 0.052 0.053 0.023
O 6.673 4.542 26.73 -0.252 -0.161 -0.331
O 9.206 3.737 26.184 0.246 0.086 -0.137
O 11.817 6.958 30.253 -0.023 -0.121 -0.107
O 7.355 7.021 27.24 -0.163 -0.271 -0.139
O 10.779 9.398 30.373 -0.226 0.013 0.338
O 12.26 10.043 28.303 0.113 0.074 -0.012
O 7.891 0.068 29.139 -0.233 0.039 0.13
O 5.913 11.84 26.399 -0.045 0.058 0.047
O 6.684 2.014 30.469 -0.223 0.155 0.21
O 10.027 15.031 28.449 -0.171 -0.118 0.169
O 10.098 15.747 25.981 -0.232 -0.114 -0.003
O 7.429 1.773 23.537 -0.036 0.403 -0.14
O 13.322 4.879 30.761 0.202 -0.098 0.026
O 14.515 1.516 27.596 0.233 0.231 -0.249
O 15.831 9.489 29.692 -0.153 -0.069 0.246
O 13.412 9.603 30.703 0.167 -0.155 0.059
O 13.258 10.228 25.875 0.039 0.088 -0.079
O 12.971 14.24 31.096 0.074 0.11 0.299
O 9.106 2.502 31.382 -0.067 -0.085 0.022
O 14.048 12.706 26.366 -0.09 0.187 -0.28
O 11.916 14.082 26.924 -0.028 -0.024 -0.044
O 15.42 8.8 32.319 0.238 -0.013 0.497
O 0.741 0.486 27.357 0.02 0.094 -0.087
O 14.482 2.457 30.781 0.117 0.075 -0.076
O 0.503 1.285 29.925 0.082 0.037 0.162
O 15.243 14.367 33.265 -0.161 -0.086 -0.019
O 0.035 0.073 34.317 -0.071 0.238 0.143
O 2.718 10.958 29.709 0.038 -0.38 -0.078
O 7.29 9.622 29.929 -0.145 -0.017 0.217
O 1.964 7.474 31.698 -0.087 0.175 0.305
O 0.999 5.42 30.095 -0.03 -0.007 0.079
O 10.999 1.167 32.617 0.262 0.157 0.181
O 6.84 14.422 32.249 -0.218 0.31 0.255
O 2.849 7.554 28.845 -0.175 -0.139 0.097
O 3.643 5.784 30.527 0.01 0.08 -0.076
O 8.012 5.725 32.936 0.223 -0.242 0.373
O 6.944 3.266 32.74 -0.309 -0.005 0.088
O 7.537 0.627 32.599 -0.119 -0.258 0.271
O 5.331 11.175 29.206 -0.087 0.081 -0.134
O 7.393 12.467 30.299 0.101 0.086 0.215
O 8.128 11.039 25.281 -0.225 -0.179 0.216
O 12.062 0.257 27.619 -0.088 0.08 -0.261
O 11.731 2.73 30.675 -0.245 0.125 -0.081
O 14.252 15.354 26.92 0.094 0.116 -0.181
O 10.313 0.477 30.203 0.201 0.149 0.22
O 12.029 11.764 30.442 0.073 0.235 -0.05
O 9.563 8.649 24.796 0.053 -0.158 -0.318
O 11.613 8.14 26.363 0.165 -0.296 -0.203
O 2.293 8.615 34.1 0.048 0.199 0.385
O 3.574 11.871 32.113 0.151 0.058 0
O 8.955 14.588 30.748 0.217 0.159 0.328
O 11.34 13 32.7 0.195 -0.085 0.137
O 13.911 12.163 32.368 0.344 -0.209 0.053
O 16.255 6.127 27.834 -0.049 0.176 0.156
Si 0.026 0.027 5.483 0.02 0.048 -0.02
Si 2.696 2.792 5.421 0.033 -0.016 -0.053
Si 0.017 5.482 5.461 0.011 0.019 -0.079
Si 2.727 8.178 5.436 -0.025 -0.012 -0.038
Si 16.383 10.916 5.507 -0.077 -0.05 -0.025
Si 2.743 13.67 5.462 -0.01 0.054 -0.003
Si 5.417 0.051 5.502 -0.008 0.034 -0.012
Si 8.122 2.791 5.55 -0.033 -0.037 0.018
Si 5.376 5.514 5.444 0.013 -0.021 -0.017
Si 8.117 8.262 5.498 0.068 0.02 -0.034
Si 5.415 10.955 5.451 0.028 -0.019 -0.033
Si 8.141 13.681 5.526 -0.025 -0.025 0.004
Si 10.918 16.399 5.553 -0.051 -0.02 0.078
Si 13.704 2.774 5.545 0.026 0.008 0.034
Si 10.9 5.529 5.539 0.016 0.006 0.089
Si 13.663 8.209 5.527 -0.054 -0.008 -0.026
Si 10.833 10.96 5.582 0.021 -0.065 0.056
Si 13.637 13.716 5.583 0.08 -0.008 0.041
Si 1.386 1.399 6.84 0.041 -0.104 -0.003
Si 4.043 4.139 6.832 -0.064 0.07 0.009
Si 1.38 6.831 6.84 0.046 -0.049 0.015
Si 4.069 9.565 6.82 -0.007 0.034 -0.017
Si 1.368 12.3 6.836 0.026 0.007 0.002
Si 4.071 15.054 6.853 -0.022 0.003 0.019
Si 6.782 1.391 6.892 0.021 0.02 0.026
Si 9.533 4.139 6.888 0.017 0.005 -0.012
Si 6.763 6.858 6.837 -0.007 0.019 -0.009
Si 9.491 9.574 6.918 0.051 0 0.014
Si 6.771 12.302 6.865 -0.031 0.084 0.006
Si 9.539 15.022 6.897 0.118 -0.065 -0.026
Si 12.308 1.386 6.884 -0.032 0.026 -0.035
Si 15.071 4.139 6.884 -0.059 -0.025 0.004
Si 12.289 6.865 6.903 -0.044 -0.005 0.005
Si 15.024 9.572 6.892 0.028 -0.007 0.006
Si 12.254 12.323 6.908 -0.082 0.078 -0.013
Si 15.05 15.082 6.885 -0.101 0.032 -0.014
Si 0.021 2.744 8.237 -0.005 0.036 -0.004
Si 2.715 0.014 8.229 0.004 0.025 0.002
Si 0.011 8.196 8.219 -0.043 0.009 -0.015
Si 2.715 5.481 8.242 0.012 -0.007 0.019
Si 0.005 13.673 8.218 0.011 0.025 -0.005
Si 2.722 10.93 8.208 -0.005 0.004 -0.002
Si 5.41 2.772 8.225 0.01 -0.071 -0.006
Si 8.166 0.007 8.233 -0.004 0.028 -0.005
Si 5.426 8.221 8.226 0.004 -0.043 0
Si 8.15 5.509 8.228 0.065 0.004 -0.004
Si 5.424 13.679 8.227 0.021 -0.025 -0.004
Si 8.137 10.954 8.262 0.038 -0.005 0.002
Si 10.919 2.755 8.229 -0.008 -0.007 -0.007
Si 13.669 0.018 8.258 0.007 -0.014 0.017
Si 10.903 8.223 8.258 0.016 0.003 0.01
Si 13.675 5.487 8.241 -0.021 -0.037 0
Si 10.903 13.675 8.28 0.012 0.016 0.027
Si 13.647 10.946 8.243 -0.018 -0.034 0.001
Si 1.371 4.108 9.619 0.011 -0.013 -0.005
Si 4.077 1.378 9.6 -0.003 0.012 -0.006
Si 1.364 9.57 9.587 0.003 -0.01 0.001
Si 4.082 6.848 9.606 -0.013 0.003 -0.008
Si 1.363 15.03 9.601 -0.027 0.007 0.003
Si 4.076 12.294 9.59 -0.009 0.034 -0.001
Si 6.799 4.123 9.594 -0.005 0.021 -0.01
Si 9.553 1.37 9.582 0.028 -0.009 -0.001
Si 6.788 9.575 9.62 0.01 0.016 -0.004
Si 9.533 6.853 9.612 0.006 -0.017 0.001
Si 6.804 15.031 9.591 0.014 -0.007 -0.002
Si 9.532 12.3 9.626 0.019 0.016 0.008
Si 12.302 4.111 9.592 0.002 -0.001 -0.002
Si 15.053 1.373 9.61 -0.044 0.011 -0.002
Si 12.287 9.582 9.617 -0.034 0.021 0.004
Si 15.05 6.845 9.6 -0.021 -0.001 -0.007
Si 12.299 15.037 9.619 -0.03 0.001 0.011
Si 15.036 12.307 9.594 -0.027 0.013 -0.001

Results
total energy: -115456.652 eV
total energy less fixed offsets of O -438.35, Si -107.03 eV per atom: 9.688 eV
